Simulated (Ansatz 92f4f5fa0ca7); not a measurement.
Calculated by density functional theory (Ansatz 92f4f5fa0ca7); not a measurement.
Periodic cell of 224 atoms, Si134O86N4, from a study of silicon, its oxide and their interface. The atomic structure is a simulated model.
This geometry differs little from another in the collection (a relaxation step or a small displacement).

Settings
functional: r2SCAN
potential files: Ansatz PAW
basis: plane waves
wave-function cutoff: 800 eV
density cutoff ratio: 5
exchange-correlation grid ratio: 1
k mesh: 1 x 1 x 1, shifted by 0.5 0.5 0 of a step
self-consistency stop: 1e-10 eV per atom in the density residual
occupations: fixed
spin: none
net charge: 0

Cell vectors (angstrom)
a	10.88	0	0
b	0	10.88	0
c	0	0	31.912

Atoms: element, x, y, z (angstrom)
Si	-0.3203	0.858	-0.1474
Si	3.0646	2.4293	0.0183
Si	-0.3255	5.8532	-0.074
Si	2.4399	8.1028	-0.3277
Si	5.3801	0.2523	-0.0983
Si	8.2856	2.8705	0.3267
Si	5.902	4.817	-0.1155
Si	8.394	7.9848	-0.1754
Si	1.3477	1.5161	1.3759
Si	4.1632	4.0565	1.2684
Si	1.3263	6.8298	1.2462
Si	3.9945	9.4999	0.9671
Si	6.8654	1.3417	1.3757
Si	9.5012	4.3869	1.5366
Si	6.9119	6.6635	1.1407
Si	9.4688	9.7815	0.9833
Si	0.0554	2.921	2.7105
Si	2.6878	-0.0477	2.5255
Si	-0.0651	8.3181	2.4566
Si	2.7415	5.4591	2.5513
Si	5.4427	2.6913	2.6939
Si	8.1964	-0.0221	2.6427
Si	5.4193	8.1258	2.3532
Si	8.0427	5.5283	2.8438
Si	1.4245	4.1898	4.0397
Si	4.0346	1.3072	3.9406
Si	1.3241	9.5372	3.9177
Si	4.1029	6.8375	3.8615
Si	6.7435	4.0598	4.088
Si	9.5385	1.4296	3.9366
Si	6.7502	9.4724	3.8595
Si	9.4974	6.9572	3.9557
Si	-0.0103	0.0486	5.289
Si	2.7261	2.7217	5.3139
Si	-0.0114	5.5439	5.3078
Si	2.7007	8.1616	5.2501
Si	5.4253	-0.0366	5.2707
Si	8.1685	2.7068	5.3565
Si	5.3799	5.4798	5.3254
Si	8.1014	8.216	5.3207
Si	1.3353	1.3971	6.6608
Si	4.0525	4.0927	6.6702
Si	1.3507	6.8519	6.679
Si	4.0547	9.5049	6.6356
Si	6.7826	1.3296	6.662
Si	9.5294	4.1141	6.6613
Si	6.7813	6.8056	6.6681
Si	9.4697	9.5858	6.6446
Si	-0.0083	2.7495	8.0469
Si	2.6888	0.0107	7.9722
Si	-0.0666	8.2046	7.9902
Si	2.6826	5.4364	8.0176
Si	5.4423	2.7399	7.9899
Si	8.1222	-0.0036	8.0618
Si	5.4074	8.1446	8.0151
Si	8.1376	5.4312	8.0174
Si	1.3377	4.1237	9.4216
Si	4.0578	1.3835	9.2951
Si	1.3007	9.5539	9.3256
Si	4.0826	6.7463	9.365
Si	6.7949	4.0668	9.396
Si	9.4911	1.375	9.3884
Si	6.7559	9.4789	9.4042
Si	9.473	6.8119	9.3602
Si	-0.0392	0.0014	10.7434
Si	2.7641	2.7443	10.695
Si	-0.0504	5.5016	10.761
Si	2.6536	8.1224	10.5868
Si	5.3641	0.0154	10.6595
Si	8.1432	2.7121	10.7685
Si	5.4499	5.4195	10.791
Si	8.0762	8.0644	10.7822
Si	1.3807	1.4182	12.0036
Si	4.1427	4.0205	12.1433
Si	1.3617	6.8765	12.076
Si	3.9481	9.4972	11.8944
Si	6.7416	1.2963	12.0486
Si	9.4724	4.1354	12.1121
Si	6.7359	6.7309	12.2841
Si	9.4814	9.4135	12.0505
Si	0.0559	2.7947	13.3561
Si	2.6139	-0.0783	13.294
Si	-0.0123	8.1879	13.5142
Si	2.695	5.4088	13.3617
Si	5.5031	2.636	13.5477
Si	8.0636	-0.16	13.3481
Si	5.1989	8.2239	13.3735
Si	8.1412	5.3152	13.7126
Si	1.1884	4.3512	14.7723
Si	4.2394	0.9587	14.571
Si	0.864	10.036	14.7651
Si	3.7326	6.9373	14.755
Si	7.2799	3.4113	15.0009
Si	9.5121	1.3055	14.3835
Si	6.4608	9.6613	14.7691
Si	9.8193	6.5491	14.845
Si	1.4931	-1.6158	19.5467
Si	2.177	1.483	19.3458
Si	-4.9792	5.4137	21.5312
Si	1.3378	9.8475	22.4291
Si	9.3522	-2.0477	22.5458
Si	5.8286	3.4148	17.8222
Si	5.228	8.1019	16.7793
Si	6.0616	6.2896	18.631
Si	8.0177	18.7312	17.0805
Si	7.9117	10.8046	23.9046
Si	7.1368	3.1579	20.5114
Si	-1.7667	-6.2728	25.0677
Si	-6.697	2.4575	21.3791
Si	8.5494	-5.8099	28.0444
Si	12.2453	2.0371	21.9971
Si	5.4498	3.5103	26.3637
Si	12.4931	0.093	27.2055
Si	13.8138	13.4863	16.7381
Si	4.7564	-3.3123	23.2663
Si	2.4697	-2.2327	16.8087
Si	1.9589	7.5726	24.3195
Si	6.612	6.282	25.2471
Si	8.7258	5.5057	21.0263
Si	10.6606	-4.8623	23.1261
Si	9.2336	2.3849	22.8771
Si	12.3105	1.7377	29.6081
Si	4.216	0.9144	25.7806
Si	5.0943	10.679	22.9601
Si	-1.5877	-2.5648	19.7574
Si	-0.6334	3.4757	30.1115
Si	4.0045	-3.4607	29.161
Si	6.9714	-9.9257	26.754
Si	7.9059	7.9718	27.4287
Si	1.6138	-3.0308	27.3747
Si	5.507	4.9041	28.7846
Si	10.7549	8.2568	29.7926
Si	6.2528	9.2383	29.733
Si	9.4886	-0.5883	27.7466
O	5.2122	-4.4027	-3.2117
O	0.6811	0.5939	30.4874
O	2.399	2.7043	30.4617
O	-1.8489	-1.8751	26.827
O	3.2894	7.0912	30.5867
O	-1.7118	4.3423	29.3178
O	4.2406	1.3693	-0.4054
O	7.0741	-1.8843	28.375
O	7.1717	3.8225	-0.4099
N	9.5611	2.2485	31.1874
O	9.1587	4.4106	26.6812
O	5.375	11.3582	26.9049
O	11.1661	2.7202	29.0238
N	9.7972	7.2385	30.911
O	7.4579	5.5563	22.1056
O	0.0597	5.4259	15.3362
O	5.4687	0.0409	15.1791
O	3.1437	1.3887	15.7099
O	-0.2959	11.1582	15.1242
O	1.402	9.7215	16.2815
O	4.8795	6.725	15.9282
N	5.5759	14.5447	21.3078
O	6.7964	3.6021	16.5447
O	9.0961	-9.9917	23.4307
O	8.4899	2.3034	15.2209
O	7.3831	6.4753	17.7016
N	6.7556	8.7266	16.2552
O	12.8596	9.1099	21.1076
O	-5.4941	4.8785	18.3187
O	9.2514	7.413	16.1331
O	-6.2589	1.0017	21.9793
O	2.7828	-7.9844	22.1786
O	-7.3349	-3.5325	24.3087
O	2.1661	3.8282	15.9931
O	1.0638	1.9871	20.4041
O	1.9419	13.056	17.923
O	5.2011	-3.2602	18.3149
O	2.4352	7.441	15.6922
O	-2.7263	2.4461	21.6109
O	6.1798	6.3158	20.2107
O	12.6124	11.4138	22.5231
O	8.7722	3.3295	24.1271
O	1.7461	-1.7859	23.797
O	15.3093	13.6952	17.3062
O	14.5129	12.8794	19.8978
O	9.7674	7.3446	22.9591
O	4.736	17.1535	22.2587
O	12.1927	6.5382	23.2305
O	8.5295	8.6857	18.3804
O	-3.4343	0.2935	25.3739
O	-2.7331	-6.5212	20.0172
O	-2.8251	5.7754	24.799
O	4.0117	9.1726	16.6753
O	10.6271	-1.1029	22.3221
O	13.0568	0.9623	28.4407
O	2.1437	-2.5587	18.3746
O	4.7461	-1.7909	22.636
O	10.0753	-5.7681	21.888
O	6.5829	2.5879	19.0557
O	12.8279	-0.1087	19.1503
O	11.3062	-3.3795	28.4357
O	8.4788	-1.573	23.8023
O	10.8341	0.1624	27.1363
O	-0.0302	-8.3025	22.6316
O	6.6828	-0.0066	22.8862
O	12.251	-3.4947	25.832
O	-1.6757	6.7171	20.059
O	8.598	-1.952	21.1017
O	2.6296	0.6178	26.0455
O	2.9727	-3.6637	27.9473
O	-5.1309	-5.9657	25.5601
O	4.705	3.9293	27.7648
O	4.5279	0.0815	24.4382
O	1.219	8.7262	30.6325
O	10.5057	5.2024	24.5112
O	17.6789	2.5813	26.626
O	4.7041	-2.0219	29.4204
O	6.0851	7.2856	24.113
O	17.875	4.7422	28.2214
O	11.1161	4.6451	30.864
O	10.7953	8.8881	19.5642
O	4.4321	-8.3538	25.5535
O	1.9133	-1.4578	27.3998
O	5.1832	-6.2656	30.3308
O	8.6864	-4.1822	28.0887
O	-2.6657	0.4996	27.77
O	6.1433	-0.1626	30.4005
O	9.8844	-1.3194	29.2114
O	7.0943	-2.5461	30.7809
O	6.8002	7.3062	26.478

Results
free energy: -136299.115 eV
free energy less fixed offsets of N -386.36, O -570.45, Si -639.56 eV per atom: 6.065 eV

Forces (eV/angstrom), in the order of the atoms: element, x, y, z
Si	0.0206	0.008	-0.0124
Si	0.0029	-0.0673	0.0223
Si	0.0066	0.0008	-0.0199
Si	-0.0168	-0.0041	-0.0224
Si	-0.0472	0.0157	0.0486
Si	0.0169	0.0565	0.0859
Si	-0.0072	-0.0304	0.0384
Si	-0.0088	-0.0191	0.0047
Si	0.0215	-0.0038	-0.0123
Si	0.0122	-0.0046	-0.0019
Si	-0.0063	-0.0019	0.0008
Si	-0.0002	0.0005	0.0076
Si	-0.0414	0.0143	-0.021
Si	0.023	-0.01	0.0031
Si	0.01	0.0003	0.0046
Si	0.0133	0.0047	0.0019
Si	-0.0151	0.0074	-0.0054
Si	0.0063	0.0108	-0.0108
Si	0.0134	0.0018	0.0061
Si	-0.0043	-0.0026	-0.0023
Si	0.0054	-0.0079	-0.0264
Si	0.0006	0.002	-0.0082
Si	-0.0089	0.0092	-0.0016
Si	-0.0297	-0.0228	-0.0327
Si	0.0085	-0.0067	-0.001
Si	-0.0019	-0.0003	-0.0112
Si	-0.0147	-0.0044	0.0005
Si	0.0006	0.0129	0.0043
Si	0.0051	0.0056	-0.0098
Si	0.0142	0.0126	0.0134
Si	-0.0055	-0.0075	0.0045
Si	0.0143	0.0086	-0.001
Si	0.0066	-0.0056	0.0073
Si	0.0021	0.002	0.0039
Si	-0.0022	0.0067	0.0081
Si	0.0057	0.002	0.0017
Si	0.0025	0.0082	0.0019
Si	-0.0055	0.0026	0.0071
Si	0	-0.0057	0.0089
Si	0.0027	0.0015	0.0044
Si	-0.0073	0.0009	-0.0018
Si	0.0001	-0.002	0.0012
Si	-0.0051	-0.0013	-0.0009
Si	-0.0041	-0.0032	-0.0008
Si	-0.0051	-0.0057	0.0016
Si	0.001	-0.0018	0.0029
Si	-0.0019	-0.0018	-0.0017
Si	0.002	0.0044	-0.0022
Si	0.0011	0	0.0005
Si	0.0038	-0.001	-0.0013
Si	0.0001	0.0012	0.0036
Si	-0.0012	-0.0006	0.0017
Si	0.0069	0.0027	0.0036
Si	-0.0023	-0.0042	0.0019
Si	0.0018	0.002	-0.0003
Si	0.0026	0.002	0.0028
Si	-0.0042	-0.0014	-0.0083
Si	-0.003	-0.0017	-0.0046
Si	-0.0014	-0.006	-0.007
Si	-0.002	0.0001	-0.0034
Si	-0.0064	0.0066	-0.0023
Si	0.0046	-0.0047	-0.0015
Si	0.0051	0.0052	-0.0113
Si	-0.0049	-0.0017	-0.0001
Si	-0.0061	0.0083	-0.0063
Si	0.0022	-0.0011	0.003
Si	-0.0027	0.0129	-0.0079
Si	-0.0013	0.0042	0.0014
Si	0.0035	-0.0017	-0.0008
Si	-0.0002	-0.0044	-0.01
Si	0.0079	-0.0044	-0.0011
Si	0.007	-0.0129	-0.0044
Si	0.0021	-0.0064	0.0024
Si	-0.003	0.0029	0.0038
Si	-0.0067	-0.0073	0.0073
Si	0.0057	0.003	0.0138
Si	-0.0064	-0.0008	0.0063
Si	0.0019	0.0077	0.0092
Si	-0.0069	0.0073	0.0021
Si	0.0041	-0.0059	0.0002
Si	0.0067	0.0026	0.0001
Si	-0.0123	-0.0091	0.0013
Si	0.0007	0.0059	-0.005
Si	0.0127	0.0041	-0.0109
Si	0.0081	-0.0006	-0.0104
Si	0.0025	0.0046	-0.0063
Si	0.0099	0.0043	-0.0085
Si	0.0001	-0.007	-0.003
Si	-0.0015	0.001	0.0361
Si	-0.0096	-0.0089	0.0198
Si	-0.0098	0.027	0.0235
Si	-0.005	-0.0158	0.0303
Si	0.0053	-0.006	0.0586
Si	0.0036	-0.0098	0.0289
Si	-0.0135	-0.0177	0.0317
Si	-0.0025	0.0042	0.0382
Si	-0.0074	0.0095	0.023
Si	0.0084	0.0003	0.0295
Si	0.0039	-0.0039	0.0097
Si	-0.0002	0.0017	-0.0018
Si	-0.0001	0.0014	0.0001
Si	-0.0113	0.0028	0.037
Si	-0.0014	-0.001	0.0463
Si	0.0079	-0.0081	0.0374
Si	-0.0006	-0.0027	0.0458
Si	0.0075	0.0015	-0.0158
Si	-0.0027	0.0122	0.0174
Si	0.0051	0.0024	-0.013
Si	-0.0001	0.0044	0.0091
Si	0.0098	0.004	-0.0266
Si	0.0027	0.0074	0.0011
Si	-0.0039	-0.0011	-0.0219
Si	-0.001	-0.0059	-0.0295
Si	0.0016	-0.0048	0.0453
Si	-0.0006	-0.0051	-0.0051
Si	-0.0031	-0.0027	0.0446
Si	-0.0038	0	-0.0132
Si	-0.0004	-0.0071	-0.016
Si	-0.0086	-0.0027	0.0096
Si	-0.002	-0.0059	-0.0052
Si	0.0057	-0.0005	-0.0047
Si	0.0128	-0.0009	-0.0418
Si	-0.0046	0.0013	-0.0149
Si	-0.0056	0.0059	-0.0054
Si	0.0074	-0.007	0.0182
Si	-0.0094	0.0291	-0.0483
Si	-0.0008	-0.0048	-0.0412
Si	-0.0002	-0.0038	-0.0189
Si	0.0072	-0.0079	-0.0234
Si	-0.0013	0.0047	-0.0232
Si	-0.0016	-0.008	-0.052
Si	0.0052	0.0128	-0.0568
Si	-0.0054	0.007	-0.0503
Si	0.0004	0.0011	-0.0289
O	-0.0013	0.006	0.0123
O	-0.0171	-0.0002	0.0164
O	-0.0027	0.0157	0.0327
O	0.0016	-0.0015	0.0179
O	0.0025	0.0046	0.0314
O	0.0016	-0.0075	0.015
O	0.0211	0.0332	-0.0781
O	-0.0115	0.0078	0.0091
O	0.0208	-0.0665	-0.099
N	-0.0126	-0.0252	0.023
O	0.0003	0.002	0.0138
O	0.0086	-0.0047	0.0133
O	-0.0011	-0.0009	0.0208
N	0.0037	0.0016	0.0425
O	0.0099	-0.0037	-0.005
O	-0.0024	-0.0117	-0.0217
O	0.0018	0.0057	-0.0023
O	0.0131	-0.0123	-0.0315
O	-0.0055	0.0001	-0.0004
O	-0.0061	-0.001	-0.0424
O	-0.0105	0.0038	-0.0309
N	-0.0004	-0.0029	-0.0103
O	0.0057	0.0069	-0.0479
O	-0.0063	-0.0031	0.0026
O	-0.0022	0.013	-0.0236
O	-0.0099	0.0102	-0.0238
N	-0.002	0.0165	-0.0407
O	-0.0004	0.0027	0.0007
O	0.0003	-0.0052	-0.0107
O	0.0166	-0.0164	-0.0356
O	0.0002	-0.0073	-0.0029
O	-0.0042	-0.0008	-0.0016
O	0.0024	-0.0013	0.0098
O	-0.0079	0.0114	-0.0315
O	0.0002	-0.0006	-0.0086
O	0.0007	0.004	-0.0247
O	-0.0055	0.0039	-0.022
O	0.0082	-0.0054	-0.0231
O	0.006	-0.0033	-0.0007
O	-0.0015	0.009	-0.0025
O	0.002	0.0012	-0.0004
O	-0.0042	-0.0004	0.0027
O	-0.0021	0.0002	0.003
O	-0.0046	0.002	-0.0231
O	-0.0067	0.0022	-0.0107
O	-0.0014	0.0029	-0.0021
O	-0.0064	0.0025	0.0006
O	-0.0001	0.0017	0.0023
O	-0.0087	-0.0015	-0.0208
O	-0.0058	0.0024	0.0071
O	0.0009	-0.0027	-0.0084
O	-0.0027	0.0016	0.0048
O	0.0013	-0.0035	-0.0229
O	-0.0047	0.0029	0.0031
O	0.0034	0.0044	0.0246
O	0.005	-0.0019	-0.02
O	0.0009	0.0011	-0.0025
O	0.0027	-0.0006	-0.0026
O	0.0005	-0.0109	-0.0188
O	0.001	-0.0012	-0.0093
O	-0.0062	0.0019	0.0216
O	-0.0051	0.001	0.005
O	-0.0015	-0.0058	0.0156
O	-0.0063	0.0007	0.0005
O	0.0058	-0.0003	0.0006
O	0.0007	-0.0002	0.011
O	0.0006	0.0063	-0.0104
O	-0.0029	0.0034	-0.0034
O	0.0025	0.0002	0.0097
O	0.0005	-0.0021	0.0288
O	0.0022	-0.0001	0.0122
O	0.0026	-0.0002	0.0145
O	-0.0026	0.0007	0.0054
O	0.0022	-0.0075	0.0166
O	-0.0024	0.0005	0.0078
O	0.0052	0.0002	0.0112
O	-0.0028	0.0006	0.0188
O	0.0033	0.0063	-0.0011
O	-0.0085	-0.0074	0.0191
O	-0.0057	0.005	0.0131
O	-0.0027	0.0007	-0.0127
O	0.0013	-0.0023	0.0106
O	0.0053	-0.003	0.015
O	-0.0086	0.0425	0.0419
O	0.0034	0.0026	0.0176
O	0.0003	0.0002	0.0091
O	0.0137	-0.0005	0.0204
O	0.002	-0.0059	0.0259
O	0.0192	-0.0272	0.0102
O	0.0002	-0.0011	0.0158

The program warned: the cutoff lies below the one the program advises for these potential files; the forces do not sum to zero within the program's tolerance; empty levels may hold ghost states of the PAW files; the exchange-correlation potential is rough where the density is thin.
